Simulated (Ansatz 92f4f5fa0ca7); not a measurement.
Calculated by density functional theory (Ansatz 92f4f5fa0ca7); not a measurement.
Periodic cell of 218 atoms, Si134O84, from a study of silicon, its oxide and their interface. The atomic structure is a simulated model.
Doubt: the cutoff is far below the 930 eV that the study's wrapper takes by default for these files, so forces and energies are approximate.
This geometry differs little from another in the collection (a relaxation step or a small displacement).

Settings: functional PBE; potential files Ansatz PAW; basis plane waves; wave-function cutoff 580 eV; density cutoff ratio 5; exchange-correlation grid ratio 1; k mesh 1 x 1 x 1, Gamma-centred; self-consistency stop 5e-08 eV per atom in the density residual; occupations fixed; spin none; net charge 0.

Cell vectors (angstrom)
a, 10.938, 0, 0
b, 0, 10.938, 0
c, 0, 0, 31.8991

Atoms: element, x, y, z (angstrom)
Si, 0.5615, -0.5775, 24.7313
Si, 5.9312, -0.3853, 24.4362
Si, 2.1124, 3.4151, 24.3408
Si, 7.7321, 3.2866, 24.4616
Si, 0.3499, 5.1526, 24.5203
Si, 6.0085, 5.0672, 24.3785
Si, 2.3941, 8.7214, 24.655
Si, 7.8554, 8.8775, 24.4393
Si, 1.3891, 1.4696, 25.6296
Si, 6.8328, 1.4308, 25.693
Si, 4.0902, 4.1612, 25.5762
Si, 9.5495, 4.134, 25.757
Si, 1.3836, 6.8775, 25.7748
Si, 6.9122, 6.9189, 25.5984
Si, 4.1995, 9.6436, 25.8139
Si, 9.5725, 9.6257, 25.9187
Si, 2.7513, 0.0899, 27.0911
Si, 8.1766, 0.0934, 27.152
Si, -0.0306, 2.7122, 27.0928
Si, 5.3936, 2.744, 27.0542
Si, 2.7755, 5.4852, 27.088
Si, 8.2053, 5.541, 27.0925
Si, -0.0243, 8.1662, 27.1656
Si, 5.4962, 8.1628, 27.0972
Si, 4.1018, 1.3673, 28.4809
Si, 9.5708, 1.3673, 28.4809
Si, 1.3673, 4.1018, 28.4809
Si, 6.8362, 4.1018, 28.4809
Si, 4.1018, 6.8362, 28.4809
Si, 9.5708, 6.8362, 28.4809
Si, 1.3673, 9.5708, 28.4809
Si, 6.8362, 9.5708, 28.4809
Si, 0, 0, 29.8481
Si, 5.469, 0, 29.8481
Si, 2.7345, 2.7345, 29.8481
Si, 8.2035, 2.7345, 29.8481
Si, 0, 5.469, 29.8481
Si, 5.469, 5.469, 29.8481
Si, 2.7345, 8.2035, 29.8481
Si, 8.2035, 8.2035, 29.8481
Si, 1.3673, 1.3673, 31.2154
Si, 6.8362, 1.3673, 31.2154
Si, 4.1018, 4.1018, 31.2154
Si, 9.5708, 4.1018, 31.2154
Si, 1.3673, 6.8362, 31.2154
Si, 6.8362, 6.8362, 31.2154
Si, 4.1018, 9.5708, 31.2154
Si, 9.5708, 9.5708, 31.2154
Si, 2.7345, 0, 0.6835
Si, 8.2035, 0, 0.6835
Si, 0, 2.7345, 0.6835
Si, 5.469, 2.7345, 0.6835
Si, 2.7345, 5.469, 0.6835
Si, 8.2035, 5.469, 0.6835
Si, 0, 8.2035, 0.6835
Si, 5.469, 8.2035, 0.6835
Si, 4.1018, 1.3673, 2.0507
Si, 9.5708, 1.3673, 2.0507
Si, 1.3673, 4.1018, 2.0507
Si, 6.8362, 4.1018, 2.0507
Si, 4.1018, 6.8362, 2.0507
Si, 9.5708, 6.8362, 2.0507
Si, 1.3673, 9.5708, 2.0507
Si, 6.8362, 9.5708, 2.0507
Si, 0, 0, 3.418
Si, 5.469, 0, 3.418
Si, 2.7345, 2.7345, 3.418
Si, 8.2035, 2.7345, 3.418
Si, 0, 5.469, 3.418
Si, 5.469, 5.469, 3.418
Si, 2.7345, 8.2035, 3.418
Si, 8.2035, 8.2035, 3.418
Si, 1.3563, 1.3393, 4.7241
Si, 6.8284, 1.3434, 4.9059
Si, 4.1175, 4.0795, 4.7472
Si, 9.5706, 4.0581, 4.8316
Si, 1.3764, 6.8347, 4.828
Si, 6.8817, 6.7864, 4.6672
Si, 4.1086, 9.5714, 4.8385
Si, 9.5645, 9.5728, 4.7513
Si, 2.6685, 0.0275, 6.1739
Si, 8.2094, -0.1348, 6.2598
Si, -0.0459, 2.5776, 6.1548
Si, 5.3995, 2.7634, 6.2578
Si, 2.7359, 5.3889, 6.1395
Si, 8.1575, 5.455, 6.1215
Si, -0.0229, 8.2367, 6.1482
Si, 5.5481, 8.089, 6.0381
Si, 3.4406, 1.9292, 7.3748
Si, 10.0645, 0.7252, 7.472
Si, 1.6151, 3.685, 7.364
Si, 6.3858, 4.5879, 7.4472
Si, 4.6279, 6.2929, 7.2479
Si, 9.22, 7.1436, 7.3721
Si, 0.8941, 9.997, 7.4518
Si, 7.2935, 8.8945, 7.4145
O, 6.4546, 9.2091, 8.8177
O, 0.7775, 4.2343, 8.7309
O, 1.1835, 9.6053, 9.05
O, 6.8802, 4.3972, 9.0367
O, 9.9585, 6.3836, 8.678
O, 3.7428, 1.3955, 8.8959
O, 4.2711, 6.8897, 8.747
O, 9.8252, 0.896, 9.1208
O, 5.3082, 0.086, 22.9525
O, 8.0892, 2.9895, 22.8558
O, -0.2503, 5.634, 23.0321
O, 5.7673, 5.4814, 22.7764
O, 8.6366, 8.8451, 22.9269
O, 2.2216, 3.2021, 22.6788
O, 2.916, 8.4656, 23.0888
O, 0.1098, -0.7532, 23.1449
Si, -2.2787, -1.2402, 17.396
Si, 7.3473, 3.6226, 10.3919
Si, 3.9003, 0.8714, 10.4075
Si, 3.9758, -5.2151, 12.4849
Si, 5.619, 11.2477, 21.3634
Si, -1.3045, -0.9169, 22.3509
Si, -1.6113, 6.8054, 17.229
Si, 4.4592, 14.1432, 16.9926
Si, -1.1565, -4.1105, 14.2753
Si, -8.6548, 8.4418, 21.5915
Si, 6.4347, -1.0895, 10.3086
Si, -10.7924, 0.5994, 17.6704
Si, 14.0418, 6.8757, 9.8559
Si, -5.8537, 1.2536, 14.8484
Si, -6.6324, -3.8033, 19.4614
Si, -0.282, 2.2585, 20.0379
Si, -5.292, -2.8121, 12.8357
Si, 0.2698, -4.7176, 21.5927
Si, -0.0369, -7.8975, 14.2947
Si, 0.3253, 5.6816, 9.3743
Si, 1.8618, 3.8601, 21.2213
Si, -1.0777, 4.8849, 11.9972
Si, 13.1879, 12.6084, 15.6261
Si, 0.5171, 5.338, 16.0494
Si, 0.462, -1.7459, 13.2717
Si, 8.4044, -4.5935, 19.9983
Si, 19.6977, 0.9076, 10.3531
Si, 3.4503, 6.0229, 16.7072
Si, 4.4446, 13.6151, 20.0731
Si, 17.6412, 19.8261, 19.6101
Si, 4.9354, 2.9752, 12.3213
Si, 0.6264, 10.4905, 20.3494
Si, 3.077, 7.8458, 14.2124
Si, 5.9554, 5.0362, 21.2151
Si, 7.2247, -1.0078, 14.6154
Si, 1.8893, -1.4343, 10.5151
Si, 8.2561, 12.7266, 21.7701
Si, -1.3562, 0.6459, 13.3142
O, 4.2478, -2.2114, 13.4659
O, 5.4675, 8.1218, 18.8565
O, 5.4486, -8.5972, 16.0189
O, 8.8418, -4.1971, 15.6391
O, 5.9215, -0.117, 14.9894
O, 3.0587, 8.3557, 10.5332
O, -0.1954, 3.8368, 12.8835
O, -3.3959, -1.0956, 18.5818
O, 6.8308, -2.4056, 13.8716
O, 0.3214, 6.2948, 14.7391
O, -0.8241, 9.8101, 20.793
O, 2.8129, -4.4444, 13.3261
O, 1.4734, 2.4184, 14.3939
O, 1.9803, -1.0122, 21.0118
O, 0.5464, 12.042, 20.8326
O, 7.9357, 10.4502, 10.5316
O, 4.5788, 4.8187, 16.6546
O, 3.4914, -5.2292, 10.9263
O, 0.8049, 7.7493, 21.6786
O, 6.8817, 12.2186, 21.1169
O, -7.5338, 6.6252, 18.2145
O, 9.0988, 2.2669, 20.4677
O, 5.9873, -1.1506, 20.7591
O, 0.8032, -1.8397, 11.67
O, -0.9937, 6.2312, 20.5492
O, 5.0207, -5.0392, 20.2186
O, 3.6001, 7.3044, 15.6817
O, -3.4268, 5.1939, 20.7354
O, -0.0867, 2.042, 18.4302
O, -1.2217, 1.9226, 14.3173
O, 10.9373, -0.2218, 13.5776
O, 5.313, 11.0085, 10.4938
O, 12.5768, 6.634, 9.1808
O, 8.6711, 4.2655, 11.0811
O, 2.9246, 2.6735, 16.7331
O, 9.5506, 12.0902, 11.7568
O, -3.0317, -1.4534, 15.9943
O, -2.054, 0.5181, 22.5768
O, 7.7163, 7.8043, 20.3061
O, 5.4108, 6.512, 12.6811
O, -7.4456, 0.85, 14.9436
O, 5.5015, 1.9369, 13.4296
O, 1.7282, 5.4874, 21.2803
O, 2.9434, 14.2472, 20.155
O, 2.6268, -0.0297, 10.8722
O, 9.1698, 5.9311, 13.0567
O, 5.4355, -7.4356, 21.0742
O, -2.7257, -0.1458, 13.6551
O, 3.9049, 2.1767, 11.3637
O, 7.6791, 2.0774, 10.009
O, 0.3664, 3.6113, 20.6108
O, 2.0786, 5.2314, 16.3695
O, 1.1598, 0.7373, 16.412
O, 6.0799, 8.6845, 11.3773
O, -0.2099, 3.9296, 15.6583
O, 4.4184, 12.0442, 20.5704
O, -0.8605, -2.6343, 13.6566
O, 3.3528, 7.8311, 20.5562
O, -6.0289, 2.8664, 18.5232
O, -0.0101, 5.5602, 10.9642
O, -11.1419, -4.946, 17.3498
O, -1.3647, -2.5721, 17.6458
O, 4.1256, -6.7365, 13.0302
O, 1.7385, 8.782, 14.2174
O, 9.6063, 0.0679, 17.2356
O, 11.7047, -0.4921, 18.7231
O, -2.596, 6.1373, 18.3552
O, 6.1458, 3.6486, 11.4785

Results
free energy: -132958.166 eV
free energy less fixed offsets of O -568.88, Si -635.61 eV per atom: -0.506 eV

Forces (eV/angstrom), in the order of the atoms: element, x, y, z
Si, -0.0294, 0.0393, -0.0346
Si, -0.0137, -0.0103, -0.0239
Si, 0.0108, -0.0066, 0.0031
Si, 0.0033, -0.018, -0.0149
Si, 0.001, 0.0114, 0.0181
Si, -0.0044, 0.0101, -0.0201
Si, 0.0198, -0.0234, -0.0149
Si, -0.0069, -0.0019, -0.0212
Si, -0.0115, -0.0035, 0.0069
Si, 0.0114, 0.0081, 0.0008
Si, -0.0012, -0.0025, 0.001
Si, 0.0096, -0.0092, 0.006
Si, 0.0016, -0.001, 0.0032
Si, -0.0066, 0.0039, 0.0127
Si, 0.0065, 0.0022, 0.0055
Si, 0.012, 0.0021, 0.0203
Si, 0.014, 0.0092, 0.0133
Si, 0.0027, 0.0011, 0.0205
Si, 0.0053, 0.0029, 0.0048
Si, -0.0124, -0.0021, 0.0127
Si, -0.0055, 0.0043, 0.0159
Si, 0.004, 0.0077, 0.0107
Si, -0.0239, -0.0253, 0.0245
Si, 0.0011, -0.0016, 0.0043
Si, 0.0102, 0.2973, 0.3119
Si, 0.0786, 0.2373, 0.4907
Si, 0.0474, -0.0515, -0.3754
Si, -0.2336, 0.169, -0.5681
Si, 0.1881, -0.0578, 0.108
Si, -0.1194, -0.2049, 0.6333
Si, 0.1047, 0.2461, -0.303
Si, -0.0112, 0.0164, -0.1126
Si, -0.0247, 0.0133, 0.0079
Si, -0.0274, -0.0296, -0.0282
Si, 0.0553, -0.0069, 0.0158
Si, 0.1374, -0.001, -0.0158
Si, -0.0727, 0.0049, -0.0129
Si, -0.0282, -0.0011, 0.0133
Si, 0.1073, 0.0479, -0.0377
Si, 0.1031, 0.0262, 0.0126
Si, 0.0027, 0.0174, -0.0118
Si, -0.0396, -0.0128, -0.0515
Si, -0.0265, 0.0091, 0.0006
Si, 0.0059, 0.0284, -0.0235
Si, -0.0387, -0.0107, -0.0535
Si, -0.0196, 0.0203, -0.0169
Si, -0.016, 0.0215, -0.0273
Si, -0.0105, -0.0312, 0.0003
Si, 0.0299, -0.0354, 0.0159
Si, 0.0099, 0.0639, 0.0046
Si, -0.0657, -0.0109, 0.016
Si, 0.0424, -0.0369, -0.0063
Si, 0.0139, 0.0462, 0.0092
Si, 0.0774, -0.0078, 0.0206
Si, 0.0674, -0.0596, 0.0058
Si, -0.0307, 0.0075, 0.0135
Si, -0.0514, 0.0309, -0.0148
Si, 0.0056, -0.0894, -0.0023
Si, 0.0194, 0.0075, -0.004
Si, -0.161, -0.0402, -0.0339
Si, 0.0304, -0.0269, 0.0091
Si, -0.0329, 0.0837, -0.0311
Si, -0.0839, 0.005, -0.0083
Si, 0.0335, -0.0405, -0.0025
Si, -0.2004, -0.1172, -0.5312
Si, 0.0349, 0.0835, 0.5432
Si, 0.0442, -0.1208, -0.3254
Si, -0.2062, -0.2466, 0.5325
Si, -0.0194, -0.1008, 0.4606
Si, -0.114, -0.2666, -0.6455
Si, 0.0449, 0.0388, 0.382
Si, 0.2736, 0.0791, -0.6189
Si, -0.0004, -0.0029, -0.0054
Si, -0.0032, -0.0007, -0.007
Si, 0.0026, 0.0034, -0.0047
Si, 0.0072, 0.0009, -0.0006
Si, -0.0032, -0.0009, -0.0037
Si, 0.0002, 0.002, -0.0045
Si, 0.007, 0.0033, -0.0089
Si, 0.0049, -0.0032, -0.0114
Si, -0.0095, 0.0185, 0.0116
Si, 0.0166, -0.0057, 0.0119
Si, 0.004, -0.007, 0.0077
Si, -0.0145, 0.0054, 0.0074
Si, 0.0168, -0.0038, 0.0088
Si, -0.0044, 0.0124, 0.0043
Si, -0.0065, 0.0136, 0.0049
Si, 0.0075, -0.027, 0.0194
Si, 0.0095, -0.0143, 0.0076
Si, -0.0043, 0.0073, -0.0109
Si, -0.0057, -0.0043, -0.0101
Si, 0.0026, 0.0006, -0.009
Si, -0.0044, 0.0114, -0.0291
Si, -0.0079, 0.003, -0.0083
Si, -0.0026, -0.0088, -0.0134
Si, 0.0014, -0.0048, -0.0037
O, 0.0009, 0.0034, 0.0094
O, 0.0054, -0.0133, 0.0022
O, 0.0014, 0.0001, 0.004
O, -0.0018, 0.0054, -0.0047
O, -0.0114, 0.0055, -0.0032
O, -0.0092, 0.0103, 0.0068
O, 0.0061, 0.0056, 0.0141
O, 0.0054, 0.0001, -0.0013
O, 0.0104, -0.0012, 0.0202
O, 0.0037, -0.0414, -0.0191
O, -0.0071, -0.0018, -0.0062
O, -0.0004, 0.0002, 0.0144
O, 0.0103, 0.0274, 0.002
O, 0, -0.0029, 0.0056
O, -0.0029, -0.0011, 0.0104
O, -0.0514, -0.0073, -0.0149
Si, 0.0006, -0.0018, 0.0022
Si, -0.0023, -0.0082, 0.0072
Si, 0.0102, 0.0023, -0.0156
Si, -0.0025, 0.0075, -0.0069
Si, 0.0023, -0.0017, 0.0029
Si, 0.0141, 0.046, 0.0218
Si, 0.0041, 0, -0.002
Si, -0.0002, -0.0011, -0.0048
Si, 0.0059, 0.0016, 0.0038
Si, 0.0063, 0.0052, -0.0061
Si, -0.0102, -0.0045, -0.0012
Si, -0.0001, -0.0041, -0.0043
Si, 0.0027, 0.0053, 0.0056
Si, -0.003, -0.0053, 0.0072
Si, -0.0024, -0.0009, 0.0009
Si, 0.0004, -0.0047, 0.0028
Si, 0.0013, 0.0051, -0.0002
Si, -0.0008, 0.0059, -0.0156
Si, 0.0072, -0.0012, 0.002
Si, -0.002, 0.003, 0.0137
Si, -0.0025, -0.0042, -0.0233
Si, 0.0103, 0.007, -0.0051
Si, 0.0047, 0.0002, 0.0006
Si, 0.0028, -0.0002, -0.003
Si, 0.0002, -0.001, -0.0041
Si, 0.0062, 0.0039, 0.0006
Si, -0.0098, -0.0036, 0.0111
Si, -0.0012, -0.0057, -0.0039
Si, 0.0084, 0.006, 0.0009
Si, 0.0088, 0.0085, 0.0089
Si, 0.0068, -0.0011, -0.0034
Si, -0.004, 0.0004, -0.0016
Si, -0.0018, 0.007, -0.0009
Si, -0.0019, -0.0036, -0.0062
Si, -0.0032, 0.0036, -0.0005
Si, 0.0034, -0.0112, 0.0079
Si, -0.0259, -0.0377, 0.0236
Si, 0.0002, 0.0001, -0.0057
O, 0.0059, -0.0028, 0.0035
O, -0.003, -0.0066, 0.0036
O, -0.0007, 0.0017, 0.0032
O, 0, 0.0003, 0.0021
O, 0.0025, -0.0003, 0.0017
O, -0.0029, 0.0006, -0.0014
O, -0.002, -0.0007, 0.0048
O, -0.0015, -0.0036, 0.0012
O, -0.0012, -0.0049, 0.0004
O, -0.0033, -0.0009, 0.0056
O, 0.0026, 0.0042, 0.018
O, 0.0032, -0.0051, 0.0054
O, -0.0037, -0.0006, 0.0022
O, 0.001, -0.0049, 0.0042
O, 0.0014, 0.002, -0.0044
O, -0.0005, 0.0019, 0.0033
O, 0.0016, 0.0025, 0.0053
O, 0.0017, -0.0011, 0.0083
O, 0.0071, -0.0046, 0.0025
O, 0.0814, 0.0102, 0.0439
O, 0.0039, 0.0026, 0.0036
O, -0.0061, 0.0006, 0.0114
O, -0.0052, 0.0035, -0.001
O, 0.0063, 0.0022, -0.0025
O, 0.0008, -0.0014, 0.0039
O, 0.0055, -0.0051, 0.0061
O, -0.0003, 0.0008, 0.0011
O, -0.0032, -0.0022, 0.0019
O, -0.0018, 0.0081, 0.0121
O, -0.0015, 0.0001, 0.0032
O, 0.0019, 0.0001, 0.0037
O, -0.005, -0.001, -0.0007
O, -0.0046, 0.0018, -0.0089
O, 0.0012, -0.0014, 0.0016
O, 0.0002, -0.0013, 0.0032
O, 0.0001, -0.0012, -0.0004
O, 0.0002, 0.0029, 0.0018
O, -0.0022, -0.0027, -0.0301
O, 0.0011, 0.0008, -0.0035
O, -0.0003, -0.0016, 0.0042
O, 0.0008, -0.0001, 0.0016
O, 0.0004, 0.0049, 0.0002
O, -0.0025, 0.0031, 0.0039
O, -0.002, 0.001, 0.0071
O, 0.0035, 0.0045, 0.0011
O, -0.0033, -0.0041, 0.0006
O, 0.0007, 0.0109, -0.0056
O, 0.0024, 0.0009, 0.0042
O, -0.0014, -0.0151, -0.0082
O, 0.0059, 0.003, -0.0011
O, 0.0032, -0.0021, 0.0044
O, 0.0008, 0.003, 0.0016
O, -0.0011, 0.0008, 0.0022
O, 0.0007, 0.0167, -0.0076
O, -0.0016, -0.0002, 0.0031
O, 0.0032, -0.0055, 0.0005
O, -0.0015, 0.0032, 0.004
O, -0.0043, 0.0005, 0.0072
O, -0.0016, -0.0003, 0.0092
O, -0.0015, -0.0039, 0.0022
O, -0.0011, 0.0001, 0.0022
O, -0.0008, 0.0022, 0.003
O, 0.0027, -0.0031, 0.0034
O, -0.0011, 0.0007, 0.0031
O, 0.0008, 0.0006, 0.0022
O, 0.0021, -0.0015, 0.0046
O, 0, -0.0004, 0.0068
O, -0.0084, -0.0016, 0.0108

The program warned: the cutoff lies below the one the program advises for these potential files; the exchange-correlation potential is rough where the density is thin.
